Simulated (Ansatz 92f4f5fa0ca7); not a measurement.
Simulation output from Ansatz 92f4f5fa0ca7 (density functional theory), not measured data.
Periodic cell of 223 atoms, Si132O90B1, from a study of silicon, its oxide and their interface. The atomic structure is a simulated model.
Doubt: the cutoff is far below the 930 eV that the study's wrapper takes by default for these files, so forces and energies are approximate.
This geometry differs little from another in the collection (a relaxation step or a small displacement).

Settings
functional: PBE
potential files: Ansatz PAW
basis: plane waves
wave-function cutoff: 580 eV
density cutoff ratio: 5
exchange-correlation grid ratio: 1
k mesh: 1 x 1 x 1, Gamma-centred
self-consistency stop: 5e-08 eV per atom in the density residual
occupations: fixed
spin: none
net charge: -1 e, with a uniform compensating background and no finite-size correction

Cell vectors (angstrom)
a	10.938	0	0
b	0	10.938	0
c	0	0	32.1988

Atoms: element, x, y, z (angstrom)
Si	10.5869	0.2205	24.8938
Si	5.7349	10.6762	24.7632
Si	2.4819	2.9088	24.6671
Si	8.4268	2.4598	24.847
Si	0.2751	5.1612	24.7819
Si	5.157	5.7452	24.7185
Si	2.9323	8.0051	24.6135
Si	7.9393	8.4328	24.7634
Si	1.329	1.3785	26.068
Si	6.8402	1.3109	26.1403
Si	4.0456	4.101	26.0181
Si	9.6047	4.056	26.1107
Si	1.3968	6.8253	26.0237
Si	6.768	6.8499	26.0585
Si	4.0979	9.5336	26.0204
Si	9.4665	9.5659	26.18
Si	2.7292	-0.0102	27.3783
Si	8.155	-0.0174	27.5858
Si	0.0104	2.7192	27.517
Si	5.4415	2.7429	27.4005
Si	2.7292	5.4678	27.4606
Si	8.1866	5.4693	27.3876
Si	-0.0024	8.1785	27.4094
Si	5.438	8.2022	27.4751
Si	4.0783	1.3629	28.7727
Si	9.5774	1.3591	28.889
Si	1.3668	4.1138	28.855
Si	6.8296	4.1038	28.7712
Si	4.1003	6.8208	28.842
Si	9.5586	6.8161	28.7802
Si	1.3745	9.561	28.7677
Si	6.7723	9.5466	28.9037
Si	0.0211	-0.026	30.191
Si	5.4205	0.012	30.2074
Si	2.7375	2.7256	30.1859
Si	8.1929	2.7552	30.1873
Si	-0.0214	5.4661	30.1909
Si	5.4848	5.4597	30.1855
Si	2.7299	8.2091	30.176
Si	8.2053	8.1788	30.1875
Si	1.3731	1.3542	31.5639
Si	6.8245	1.3795	31.5382
Si	4.1142	4.0923	31.5475
Si	9.5621	4.1038	31.578
Si	1.3588	6.8451	31.5299
Si	6.8514	6.8205	31.5713
Si	4.0764	9.5719	31.5829
Si	9.5795	9.5517	31.5487
Si	2.7149	-0.0056	0.7706
Si	8.1978	0.005	0.6931
Si	-0.0075	2.711	0.7411
Si	5.4812	2.7384	0.7263
Si	2.74	5.488	0.688
Si	8.2229	5.4801	0.7687
Si	0.0166	8.1934	0.7236
Si	5.4951	8.2163	0.7397
Si	4.1264	1.3711	2.0951
Si	9.5622	1.3162	2.1063
Si	1.3864	4.1211	2.0507
Si	6.8433	4.0957	2.1064
Si	4.1124	6.8327	2.079
Si	9.5848	6.8809	2.1228
Si	1.3279	9.5654	2.1314
Si	6.8805	9.5895	2.1084
Si	-0.1499	-0.1458	3.5183
Si	5.5022	0.0186	3.4841
Si	2.767	2.7792	3.3984
Si	8.1778	2.6812	3.4627
Si	0.0363	5.4802	3.4315
Si	5.5005	5.4934	3.4559
Si	2.7667	8.2078	3.457
Si	8.3553	8.3682	3.5008
Si	1.3686	1.321	4.6338
Si	6.8789	1.3159	4.9019
Si	4.143	4.1074	4.8489
Si	9.5873	4.075	4.7433
Si	1.3563	6.886	4.8035
Si	6.9147	6.9339	4.7262
Si	4.1388	9.5801	4.8405
B	9.5327	9.5731	4.7219
Si	2.7374	0.0748	6.0991
Si	8.3548	-0.1992	6.029
Si	0.0304	2.6486	6.0032
Si	5.5002	2.7142	6.3163
Si	2.77	5.5432	6.2195
Si	8.2345	5.4956	6.0472
Si	-0.184	8.395	5.8419
Si	5.5889	8.2586	6.1832
Si	3.8183	1.5783	7.6055
Si	9.8122	1.0785	7.3468
Si	1.594	3.797	7.2959
Si	6.6787	4.4458	7.4646
Si	4.4584	6.7006	7.5057
Si	9.4364	7.0724	7.2935
Si	1.019	9.8736	7.1849
Si	7.2413	9.2561	7.6118
O	8.2144	7.9703	7.916
O	2.7188	2.7706	7.9282
O	9.5206	1.3414	24.2906
O	4.0528	6.8602	24.1536
O	0.0385	0.049	7.9416
O	5.5365	5.5371	7.9972
O	6.8501	9.566	24.2267
O	1.3714	4.0534	24.1968
O	3.9902	7.5985	8.8381
O	0.661	4.2724	8.559
O	10.1154	6.4577	8.6742
O	1.7727	9.0268	8.3535
O	7.5515	3.9805	8.7929
O	4.1785	0.906	9.0879
O	6.8155	9.645	9.1666
O	9.0582	1.7692	8.6424
O	7.72	3.1496	23.5358
O	10.5017	5.8345	23.4676
O	5.0913	0.4263	23.4184
O	5.8717	5.0888	23.3888
O	3.1072	2.1987	23.301
O	2.3003	8.7115	23.2371
O	8.6214	7.742	23.4292
O	0.2496	10.3251	23.631
Si	4.393	1.5666	22.4895
Si	3.4928	7.9346	13.9989
Si	7.1144	0.9723	14.6441
Si	0.9421	9.3517	22.5453
Si	1.1375	4.3071	11.8785
Si	6.2517	8.9733	15.3015
Si	0.6797	1.3624	12.3087
Si	8.6213	4.9554	20.5222
Si	0.4053	5.6536	9.3588
Si	5.0878	3.1148	17.9285
Si	0.8603	3.7311	16.7224
Si	10.3878	2.8413	19.2202
Si	5.2262	1.202	10.3326
Si	0.8752	0.1732	19.8606
Si	6.6734	9.4849	10.8045
Si	9.336	9.6775	18.3145
Si	9.4122	9.2497	12.5487
Si	6.5775	3.8444	22.6091
Si	2.4906	7.9963	9.358
Si	10.5942	7.3655	17.0676
Si	2.5077	6.2904	16.5436
Si	10.1478	4.4824	14.1675
Si	6.1294	9.1853	18.5026
Si	7.926	2.5617	9.5045
Si	8.878	2.1229	12.4031
Si	5.3382	6.243	18.0461
Si	3.9203	0.5594	19.479
Si	4.2321	3.8662	12.0324
Si	5.5548	6.6229	12.0775
Si	8.0016	2.497	17.2141
Si	4.3459	2.4922	14.9414
Si	1.5428	1.201	15.2574
Si	1.5887	9.4311	11.9959
Si	8.0512	6.8582	13.8377
Si	10.3843	9.833	15.4759
Si	9.8076	7.0051	22.5808
Si	8.1159	5.4876	17.4206
O	6.0628	7.9766	11.2135
O	6.0127	9.2031	16.8841
O	7.6892	1.3519	13.1721
O	0.8648	1.738	13.8828
O	9.4512	6.2304	16.8868
O	6.7847	6.2201	13.0583
O	5.136	4.6561	18.5883
O	9.2106	2.1426	18.2762
O	2.3627	0.0929	19.1056
O	9.4154	10.2363	16.755
O	2.7446	4.4819	11.6968
O	5.0611	10.325	19.1019
O	9.4066	3.2616	13.4116
O	0.4435	1.7633	19.9553
O	3.1539	1.3555	15.0339
O	8.1607	5.3993	19.0377
O	3.8966	6.5777	17.3517
O	4.5501	3.2744	16.3759
O	9.0356	5.6601	14.3163
O	5.4546	2.7579	22.166
O	10.6358	4.0835	15.6555
O	0.3181	3.8582	18.2589
O	10.4222	10.5061	19.2188
O	9.6595	10.0287	14.0108
O	10.9004	8.1198	22.1194
O	1.209	2.1518	16.5318
O	9.7241	3.7513	20.4069
O	8.1238	4.0324	16.7031
O	-0.0232	9.1103	11.869
O	6.5657	2.3958	17.9863
O	5.6051	10.737	11.1526
O	7.744	9.589	18.8283
O	10.0395	1.0055	12.0453
O	1.7233	6.5797	9.3096
O	0.6034	4.7856	13.3496
O	5.6862	7.624	18.9657
O	5.2086	5.0986	11.489
O	2.7196	6.9784	15.0788
O	0.93	2.7312	11.4822
O	0.8738	10.6684	15.5502
O	2.4453	8.6937	10.8207
O	4.6365	2.4406	11.2697
O	4.211	3.5347	13.6654
O	2.1603	4.6887	16.4476
O	10.6877	8.2416	15.6835
O	6.9139	10.3065	14.6663
O	2.3389	8.9355	13.3748
O	8.0292	1.5342	15.889
O	4.1544	7.0308	12.8161
O	4.1654	2.0123	18.7287
O	7.2898	4.4163	21.2764
O	8.4172	2.8468	11.0251
O	1.1935	6.8849	17.3391
O	5.6591	1.6179	14.7149
O	8.1461	9.7521	11.5703
O	9.2059	6.2803	21.2613
O	8.9969	7.7176	12.8557
O	1.6717	0.1367	11.8853
O	6.6588	6.1616	17.0602
O	7.3698	7.803	15.0007
O	1.1892	10.3003	21.2482
O	10.026	8.1977	18.3415
O	3.9604	0.8556	21.093
O	0.1961	5.2313	10.9071
O	6.5867	1.6583	9.5658
O	4.7588	8.7262	14.6726

Results
free energy: -135250.370 eV
free energy less fixed offsets of B -154.04, O -568.88, Si -635.61 eV per atom: 3.390 eV

Forces (eV/angstrom), in the order of the atoms: element, x, y, z
Si	0.0046	0.0247	0.2289
Si	0.0226	-0.0261	0.1961
Si	-0.0234	0.0211	0.2138
Si	0.0213	-0.0145	0.1822
Si	0.0309	-0.0226	0.1857
Si	-0.0334	0.0231	0.2006
Si	0.0243	-0.0379	0.2264
Si	-0.0185	0.0043	0.2165
Si	-0.0059	0.0148	-0.0316
Si	0.0176	-0.0137	0.0092
Si	-0.0035	0.0097	-0.0123
Si	0.0094	0.0028	-0.0134
Si	0.0062	0.0081	-0.005
Si	0.0062	0.0197	-0.0269
Si	0.003	0.001	-0.0253
Si	-0.0252	0.0116	0.0075
Si	-0.0047	-0.0027	-0.0617
Si	-0.0224	-0.015	0.108
Si	0.0092	0.0038	0.0801
Si	-0.0004	-0.0084	-0.053
Si	0.0004	0.0106	0.0208
Si	0.0047	-0.0122	-0.0568
Si	-0.0014	-0.0106	-0.0537
Si	-0.0162	-0.0151	0.0471
Si	0.0255	0.0011	0.0652
Si	-0.0258	-0.0029	-0.1358
Si	-0.0239	-0.0568	-0.0953
Si	0.0145	-0.0184	0.067
Si	-0.0099	0.0143	-0.0651
Si	0.0012	0.0324	0.055
Si	-0.0303	0.0039	0.072
Si	0.1063	0.0256	-0.1534
Si	0.0251	-0.0312	0.0138
Si	-0.0514	0.0581	0.0167
Si	-0.0117	-0.0076	0.0005
Si	-0.0277	0.0133	-0.0045
Si	-0.0073	0.0238	-0.0048
Si	0.0194	-0.0084	0.001
Si	-0.0026	0.0032	-0.0188
Si	0.0182	-0.0129	0.0224
Si	0.0229	0.0013	0.0225
Si	0.0249	-0.0016	-0.013
Si	0.0038	-0.0034	-0.0092
Si	0.0057	-0.0014	0.0256
Si	-0.0334	0.0288	-0.027
Si	-0.0045	-0.0101	0.0299
Si	0.0022	-0.0146	0.0394
Si	-0.0025	-0.0038	0.0308
Si	-0.0148	0.0111	0.0045
Si	-0.0017	0.0148	-0.0274
Si	-0.0173	0.0161	-0.0147
Si	-0.0044	0.0011	-0.012
Si	0.0296	-0.0162	-0.0331
Si	-0.0055	0.0034	-0.0004
Si	0.0201	-0.0209	-0.0253
Si	-0.018	0.0214	-0.0166
Si	0.0435	-0.0216	-0.0327
Si	0.0695	0.0479	-0.0584
Si	-0.0473	-0.0013	-0.0512
Si	0.0037	-0.0278	-0.009
Si	0.0407	0.0124	-0.0022
Si	-0.0261	-0.0292	-0.0869
Si	0.0621	-0.0019	-0.0591
Si	-0.0691	-0.0664	-0.0694
Si	-0.1914	-0.2484	0.2132
Si	-0.0782	-0.0337	-0.1193
Si	-0.0379	-0.1107	0.1277
Si	0.1183	0.1191	-0.1068
Si	-0.0688	-0.0385	-0.0348
Si	-0.0077	0.0046	0.0229
Si	-0.0703	0.0452	-0.0795
Si	0.0736	0.1767	0.1968
Si	-0.0037	-0.0146	-0.1455
Si	-0.0887	-0.0078	0.2652
Si	-0.0402	0.0576	0.0321
Si	-0.0275	-0.0185	0.0155
Si	0.0354	0.0248	0.1823
Si	0.0353	0.0146	-0.1764
Si	0.0186	0.0151	0.0808
B	-0.1553	0.1787	-0.5284
Si	0.055	0.051	-0.0015
Si	0.2197	-0.2007	0.1511
Si	0.0363	0.0729	0.0832
Si	0.0162	0.0091	-0.0429
Si	0.049	-0.0364	0.0304
Si	0.0097	-0.0674	-0.0007
Si	-0.0122	-0.036	0.1956
Si	-0.0759	-0.007	0.1001
Si	-0.0719	-0.0097	-0.2374
Si	-0.0675	0.1958	-0.1958
Si	-0.0422	0.026	-0.2721
Si	-0.0448	0.1003	-0.1785
Si	-0.028	0.0054	-0.3187
Si	0.0841	-0.2459	-0.0182
Si	0.2161	-0.0564	-0.0543
Si	-0.215	0.0019	-0.3621
O	0.1389	0.1267	0.0685
O	0.0671	-0.0632	0.1471
O	-0.0047	0.0081	-0.1038
O	0.005	0.0007	-0.118
O	-0.0526	-0.0622	0.0788
O	0.0265	-0.0539	0.1255
O	-0.0025	0.0105	-0.1099
O	-0.009	0.0049	-0.105
O	-0.0327	0.0165	0.2593
O	0.0114	0.0303	0.2041
O	0.1207	-0.1392	0.3596
O	0.1822	-0.1333	0.4607
O	0.0479	-0.1313	0.2414
O	0.1429	0.0166	0.315
O	-0.0428	0.0069	0.5767
O	-0.1109	0.1689	0.3966
O	-0.0953	0.0788	-0.2398
O	-0.0731	0.0884	-0.2262
O	-0.0675	0.0904	-0.2379
O	0.0719	-0.0894	-0.2168
O	0.0921	-0.0701	-0.2341
O	-0.0941	0.0739	-0.2199
O	0.0966	-0.0752	-0.2408
O	0.051	-0.0877	-0.2605
Si	-0.0018	0.0141	0.3844
Si	-0.0313	0.0295	-0.2712
Si	0.0256	0.0051	-0.2075
Si	0.0177	-0.0419	0.3729
Si	-0.0786	0.1243	-0.3957
Si	0.0172	-0.0133	-0.1313
Si	0.0082	-0.0173	-0.2939
Si	-0.0404	0.0552	0.2533
Si	-0.2062	0.2143	-0.5693
Si	-0.0198	-0.0141	0.006
Si	-0.0432	-0.0122	-0.0687
Si	-0.0077	0.0172	0.116
Si	-0.0141	-0.0993	-0.4483
Si	0.0395	-0.0622	0.1916
Si	-0.0353	0.0788	-0.6005
Si	0.0334	0.0252	0.022
Si	-0.0225	0.0411	-0.3398
Si	-0.0065	-0.0048	0.352
Si	-0.1555	0.0617	-0.6483
Si	-0.024	0.0252	-0.0336
Si	-0.0061	0.0158	-0.0974
Si	0.035	-0.0163	-0.2449
Si	-0.0091	0.0273	0.0123
Si	0.1329	-0.0428	-0.5872
Si	0.0003	0.0523	-0.3656
Si	0.0154	-0.0126	0.0169
Si	-0.0266	0.0285	0.2142
Si	-0.0014	-0.059	-0.3538
Si	0.0265	0.0815	-0.3157
Si	0.0104	-0.0169	-0.0319
Si	-0.0124	0.0391	-0.1777
Si	-0.042	0.0194	-0.1761
Si	0.0484	-0.0979	-0.3837
Si	0.013	0.0047	-0.2081
Si	-0.0232	0.031	-0.1749
Si	-0.0144	0.0186	0.3508
Si	0.0156	-0.0105	0.0426
O	-0.0567	-0.151	0.1896
O	-0.0032	0.0009	0.0452
O	-0.0668	-0.0402	0.1771
O	0.0335	-0.0059	0.1913
O	0.0073	0.01	0.007
O	0.0599	-0.0144	0.1302
O	-0.0034	0.0103	-0.0198
O	-0.0133	-0.0029	-0.0302
O	0.0146	0.0037	-0.0687
O	-0.0126	-0.0065	0.0386
O	0.0583	-0.0351	0.1184
O	0.0368	-0.0371	-0.0484
O	0.0209	0.0611	0.1245
O	-0.0148	0.0185	-0.0549
O	0.009	-0.0092	0.0536
O	-0.0192	0.0115	-0.1202
O	0.009	0	0.0137
O	0.0137	0.0118	0.0565
O	-0.0076	-0.0041	0.0638
O	-0.0048	-0.0069	-0.1193
O	0.0407	-0.017	0.1155
O	0.0183	0.0104	-0.0238
O	-0.0496	-0.016	-0.0591
O	0.0344	0.0155	0.1859
O	0.0091	0.0147	-0.1158
O	0.0024	0.0151	0.0481
O	0.0383	-0.0475	-0.0915
O	-0.0099	0.0016	0.0039
O	-0.0629	0.0113	0.1131
O	0.0035	0.0051	-0.0046
O	-0.006	-0.0139	0.1655
O	-0.0081	-0.0039	-0.0172
O	0.0095	-0.0035	0.1134
O	0.0929	-0.0691	0.2182
O	-0.0697	0.0007	0.1931
O	-0.0024	-0.0037	-0.0215
O	-0.0053	0.0201	0.1222
O	-0.0288	-0.0507	0.1239
O	0.0022	-0.0435	0.1385
O	0.0011	-0.009	0.0503
O	-0.0817	0.161	0.3728
O	-0.0568	0.1733	0.2265
O	0.007	-0.0501	0.2141
O	0.0098	0.0118	0.0263
O	0.0093	-0.0328	0.0559
O	-0.0153	-0.0156	0.0598
O	0.0882	-0.0537	0.1888
O	0.0094	0.0256	0.0752
O	-0.05	0.0253	0.141
O	0.0185	0.0308	-0.055
O	0.0835	0.0371	-0.1797
O	0.0794	-0.0298	0.3756
O	0.0049	-0.0065	0.0126
O	-0.0088	0.0098	0.0568
O	0.1402	-0.0141	0.1939
O	-0.0441	-0.0835	-0.1795
O	-0.0339	-0.0629	0.1204
O	-0.0189	0.033	0.1155
O	-0.0153	0.0016	0.0014
O	-0.0318	0.0431	0.0819
O	0.0007	0.1041	-0.2331
O	0.0044	-0.0075	-0.0093
O	-0.0279	-0.0638	-0.2531
O	0.0666	-0.1125	0.3337
O	-0.0882	-0.0038	0.1793
O	0.0432	0.0219	0.0792

The program warned: the cutoff lies below the one the program advises for these potential files; the forces do not sum to zero within the program's tolerance; the exchange-correlation potential is rough where the density is thin.
